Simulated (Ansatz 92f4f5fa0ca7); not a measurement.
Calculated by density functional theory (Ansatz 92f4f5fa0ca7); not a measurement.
Periodic cell of 442 atoms, Si288O154, from a study of silicon, its oxide and their interface. The atomic structure is a simulated model.
Doubt: the cutoff is far below the 930 eV that the study's wrapper takes by default for these files, so forces and energies are approximate.

Settings: functional PBE; potential files Ansatz PAW; basis plane waves; wave-function cutoff 580 eV; density cutoff ratio 5; exchange-correlation grid ratio 1; k mesh 1 x 1 x 1, Gamma-centred; self-consistency stop 5e-08 eV per atom in the density residual; occupations fixed; spin none; net charge 0.

Cell vectors (angstrom)
a 15.4687 0 0
b 0 15.4687 0
c 1.9412 -0.3715 33.6221

Atoms and the computed forces on them: element, x, y, z (angstrom), force x, y, z (eV/angstrom)
Si 1.534 -0.989 24.407 0.22 -0.121 -0.227
Si 1.941 3.796 24.692 0.062 -0.038 -0.366
Si 1.93 6.928 24.671 -0.04 -0.051 -0.315
Si 1.861 -4.025 24.969 0.065 -0.032 -0.269
Si 5.966 -0.611 24.713 -0.077 -0.605 0.109
Si 5.786 3.773 24.841 -0.006 0.269 -0.411
Si 5.808 6.86 24.83 -0.005 -0.084 -0.272
Si 5.793 -3.783 24.727 -0.016 -0.202 0.101
Si 9.758 -0.719 24.728 -0.042 -0.224 -0.095
Si 9.641 3.849 24.734 -0.12 0.108 -0.31
Si 9.652 6.949 24.783 -0.057 -0.037 -0.399
Si 9.662 -3.809 24.878 -0.026 0.054 -0.28
Si -1.837 -0.816 24.652 -0.055 -0.14 -0.348
Si -2.012 4.372 24.535 -0.064 -0.662 -0.324
Si -1.979 6.771 24.771 0.038 0.761 -0.052
Si -1.906 -3.902 24.937 0.002 -0.021 -0.289
Si 4.028 -0.323 26.012 -0.141 -0.046 -0.196
Si 3.83 3.541 26.118 -0.088 -0.057 -0.019
Si 3.838 7.281 26.072 -0.003 0.018 -0.092
Si 3.9 -4.198 26.119 -0.029 0.034 -0.162
Si 7.822 -0.403 26.102 0.261 -0.005 0.058
Si 7.748 3.546 26.143 0.049 -0.063 -0.147
Si 7.737 7.255 26.149 0.001 0.093 -0.15
Si 7.694 -4.162 26.132 0.033 -0.001 -0.241
Si 11.699 -0.4 26.018 -0.05 0.01 -0.254
Si 11.668 3.591 25.949 -0.176 0.06 0.035
Si 11.61 7.293 26.091 -0.164 -0.034 0.026
Si 11.593 -4.152 26.189 -0.028 -0.04 -0.195
Si -0.029 -0.509 26.106 0.083 0.199 -0.143
Si -0.114 3.548 25.864 0.173 0.124 0.038
Si -0.034 7.272 26.042 0.215 0.007 -0.101
Si -0.026 -4.178 26.31 -0.038 -0.138 -0.132
Si 3.888 1.573 27.419 0.02 0.025 0.131
Si 3.832 5.43 27.519 -0.056 -0.026 0.148
Si 3.891 9.275 27.407 0.012 -0.039 -0.032
Si 3.861 -2.268 27.463 -0.015 0.188 -0.08
Si 7.779 1.57 27.437 -0.035 -0.095 0.012
Si 7.736 5.408 27.569 0.024 -0.02 0.18
Si 7.724 9.289 27.412 0.016 -0.023 -0.048
Si 7.744 -2.291 27.541 -0.061 0.14 0.055
Si 11.674 1.602 27.322 -0.012 -0.019 0.01
Si 11.587 5.4 27.496 0.072 0.053 0.058
Si 11.593 9.288 27.423 0.041 -0.017 -0.022
Si 11.631 -2.245 27.527 0.027 0.052 0.13
Si -0.011 1.579 27.294 -0.011 -0.057 -0.022
Si -0.008 5.362 27.452 -0.083 0.063 -0.054
Si -0.01 9.243 27.449 -0.041 -0.137 -0.014
Si 0.004 -2.28 27.612 0.034 -0.019 0.314
Si 1.915 1.569 28.766 0.064 -0.007 -0.049
Si 1.902 5.419 28.862 0.049 -0.012 -0.098
Si 1.95 9.283 28.799 -0.014 0.025 0.032
Si 1.971 -2.293 28.882 -0.037 0.022 -0.064
Si 5.822 1.565 28.812 0.036 -0.035 -0.011
Si 5.777 5.426 28.872 0.008 0.023 -0.075
Si 5.807 9.286 28.807 -0.024 -0.003 0.054
Si 5.783 -2.289 28.856 0.096 0.031 -0.072
Si 9.737 1.568 28.779 -0.039 0.02 -0.026
Si 9.682 5.42 28.884 -0.042 -0.009 -0.08
Si 9.66 9.294 28.8 0.004 -0.028 0.042
Si 9.687 -2.293 28.871 -0.02 -0.004 -0.044
Si -1.9 1.565 28.768 -0.013 -0.028 0.004
Si -1.931 5.422 28.845 -0.003 -0.037 -0.103
Si 13.523 9.281 28.817 0.033 0.018 0.024
Si -1.938 -2.295 28.906 -0.01 0.034 -0.064
Si 1.941 -0.371 30.203 -0.044 0.344 -0.037
Si 1.941 3.496 30.203 -0.098 -0.239 -0.1
Si 1.941 7.363 30.203 -0.067 0.052 -0.05
Si 1.941 11.23 30.203 0.062 -0.187 -0.085
Si 5.808 -0.371 30.203 -0.039 0.186 0.034
Si 5.808 3.496 30.203 -0.025 -0.155 0.06
Si 5.808 7.363 30.203 -0.012 0.089 0.041
Si 5.808 11.23 30.203 -0.075 -0.074 -0.14
Si 9.676 -0.371 30.203 0.112 0.283 -0.039
Si 9.676 3.496 30.203 0.132 -0.275 0.029
Si 9.676 7.363 30.203 0.012 0.157 0.002
Si 9.676 -4.239 30.203 0.074 -0.115 -0.076
Si -1.926 -0.371 30.203 -0.023 0.392 0.056
Si -1.926 3.496 30.203 0.052 -0.166 -0.165
Si 13.543 7.363 30.203 -0.059 -0.036 -0.018
Si 13.543 11.23 30.203 -0.051 -0.253 0.063
Si 1.934 0 3.417 0.09 0.072 0.063
Si 1.934 3.867 3.417 0.062 -0.392 -0.013
Si 1.934 7.734 3.417 0.052 0.365 -0.279
Si 1.934 11.602 3.417 -0.019 -0.05 -0.025
Si 5.801 0 3.417 0.135 0.21 0.136
Si 5.801 3.867 3.417 0.169 -0.412 0.081
Si 5.801 7.734 3.417 0.045 0.234 -0.216
Si 5.801 11.602 3.417 0.072 -0.1 -0.026
Si 9.668 0 3.417 -0.118 0.173 0.16
Si 9.668 3.867 3.417 -0.197 -0.387 0.183
Si 9.668 7.734 3.417 0.009 0.19 -0.114
Si 9.668 -3.867 3.417 -0.044 0.003 0.09
Si -1.934 0 3.417 -0.034 0.245 0.047
Si -1.934 3.867 3.417 -0.063 -0.333 0.033
Si -1.934 7.734 3.417 -0.121 0.274 -0.169
Si -1.934 11.602 3.417 0.027 -0.146 0.03
Si 1.981 1.91 4.841 -0.023 -0.002 0.016
Si 1.926 5.809 4.7 -0.006 0.01 0.027
Si 1.907 9.677 4.804 0.046 -0.009 -0.03
Si 1.969 -1.935 4.767 -0.058 0.002 0.097
Si 5.853 1.918 4.874 -0.073 -0.037 0
Si 5.82 5.8 4.712 -0.05 0.016 -0.001
Si 5.802 9.668 4.8 -0.039 0.021 0.023
Si 5.813 -1.931 4.756 -0.008 0.026 0.141
Si 9.627 1.911 4.878 0.066 0 0.014
Si 9.661 5.799 4.733 0 -0.019 0.071
Si 9.674 9.671 4.801 -0.002 -0.007 -0.036
Si 9.649 -1.92 4.774 0.054 0.079 0.074
Si -1.974 1.928 4.851 0.031 0.007 0.013
Si -1.969 5.805 4.717 0.082 0.027 0.003
Si -1.93 9.666 4.819 -0.007 -0.012 -0.05
Si -1.902 -1.927 4.746 -0.016 -0.015 0.098
Si 0.011 1.937 6.175 -0.032 -0.101 -0.03
Si -0.018 5.895 5.994 -0.007 0.025 -0.143
Si -0.008 9.675 6.218 0 0.041 0.047
Si 0.032 -1.938 6.118 0.034 0.044 -0.082
Si 3.937 1.843 6.277 0.023 0.006 0.014
Si 3.87 5.766 5.988 0.053 -0.031 -0.232
Si 3.847 9.68 6.155 0 0.065 -0.05
Si 3.905 -1.943 6.137 0.014 -0.124 -0.105
Si 7.734 1.864 6.394 -0.024 0.101 0.148
Si 7.726 5.805 6.07 0.019 -0.02 0.021
Si 7.743 9.68 6.176 0.08 0.057 0.121
Si 7.707 -1.894 6.169 0.032 -0.15 0.022
Si -3.929 1.927 6.301 -0.002 -0.008 -0.013
Si -3.88 5.749 6.072 -0.06 -0.036 -0.048
Si -3.868 9.65 6.189 -0.037 -0.022 0.012
Si -3.843 -1.886 6.072 -0.019 -0.003 -0.186
Si 0.057 -0.042 7.535 0.008 0.059 0.094
Si -0.003 4.012 7.306 0.025 -0.099 0.146
Si -0.04 7.688 7.527 -0.007 0.117 0.253
Si 0.009 -3.823 7.559 -0.024 -0.063 0.171
Si 4.019 -0.172 7.698 -0.232 0.04 -0.028
Si 3.9 3.925 7.422 -0.083 -0.038 0.098
Si 3.828 7.653 7.328 -0.138 0.096 0.103
Si 3.923 -3.847 7.538 -0.089 0.05 0.041
Si 7.673 -0.192 7.865 0.159 -0.133 -0.043
Si 7.761 3.994 7.58 -0.071 0.04 0.057
Si 7.748 7.707 7.478 -0.184 0.046 0.097
Si 7.735 -3.827 7.535 -0.148 0.035 0.096
Si -3.914 -0.089 7.615 0.097 -0.126 0.021
Si -3.948 3.948 7.612 0.075 0.103 0.12
Si -3.927 7.625 7.459 0.175 0.071 0.004
Si -3.886 -3.792 7.422 0.111 0.024 -0.013
Si 2.006 -0.406 8.913 -0.109 -0.044 0.282
Si 1.92 4.283 8.625 -0.033 -0.068 0.285
Si 1.974 7.317 8.744 0.06 -0.176 0.353
Si 1.983 -3.507 8.871 0.132 0.108 0.181
Si 5.738 -1.055 9.206 -0.182 0.037 0.297
Si 5.75 4.433 8.781 0.14 0.112 0.402
Si 5.707 7.537 8.671 0.027 -0.249 0.358
Si 5.816 -3.53 8.948 0.073 -0.202 -0.242
Si -5.762 -0.939 8.914 -0.008 0.571 -0.073
Si -5.85 4.702 8.922 0.012 -0.135 -0.099
Si -5.818 7.217 8.792 0.076 0.121 -0.012
Si -5.75 -3.392 8.782 0.008 -0.597 -0.02
Si -1.888 -0.386 8.859 0.116 -0.083 0.404
Si -1.858 4.272 8.711 -0.105 -0.097 0.326
Si -2.024 7.318 8.829 -0.052 -0.152 0.357
Si -1.999 -3.486 8.807 -0.037 0.114 0.266
Si 6.117 -5.427 10.495 -0.24 -0.029 -0.061
Si 6.128 1.123 23.075 -0.181 0.047 -0.14
Si 3.875 -0.371 31.571 0.018 0.177 0
Si 3.875 3.496 31.571 0.023 -0.11 -0.007
Si 3.875 7.363 31.571 0.023 0.025 0
Si 3.875 11.23 31.571 -0.002 -0.098 0.006
Si 7.742 -0.371 31.571 -0.03 0.112 -0.017
Si 7.742 3.496 31.571 -0.018 -0.087 -0.011
Si 7.742 7.363 31.571 -0.003 0.023 -0.001
Si 7.742 -4.239 31.571 0.006 -0.016 -0.023
Si -3.86 -0.371 31.571 0.004 0.121 0.016
Si -3.86 3.496 31.571 -0.021 -0.099 0.01
Si 11.609 7.363 31.571 0.013 0.039 0.014
Si 11.609 11.23 31.571 0.004 -0.106 0.018
Si 0.008 -0.371 31.571 -0.006 0.081 -0.001
Si 0.008 3.496 31.571 0.007 -0.09 0
Si 0.008 7.363 31.571 0.009 0.088 0.003
Si 0.008 -4.239 31.571 -0.01 -0.055 -0.007
Si 3.875 1.562 32.938 -0.011 -0.005 0.03
Si 3.875 5.429 32.938 -0.004 -0.016 -0.008
Si 3.875 9.296 32.938 -0.016 0.01 0.019
Si 3.875 -2.305 32.938 -0.02 0.012 -0.016
Si 7.742 1.562 32.938 -0.004 0.007 0.021
Si 7.742 5.429 32.938 0.029 0 -0.008
Si 7.742 -6.172 32.938 0 -0.002 0.006
Si 7.742 -2.305 32.938 0.025 -0.009 -0.015
Si -3.86 1.562 32.938 -0.015 -0.011 0.023
Si 11.609 5.429 32.938 -0.004 0 -0.009
Si 11.609 9.296 32.938 0.008 0.026 0.01
Si -3.86 -2.305 32.938 0.009 -0.003 -0.018
Si 0.008 1.562 32.938 0.004 -0.004 0.024
Si 0.008 5.429 32.938 -0.002 -0.04 -0.006
Si 0.008 -6.172 32.938 -0.008 0.01 0.02
Si 0.008 -2.305 32.938 -0.008 0.026 -0.009
Si 0 1.934 0.683 0.012 0.006 -0.027
Si 0 5.801 0.683 0.011 0.03 0.028
Si 0 9.668 0.683 0.007 0.001 -0.013
Si 0 -1.934 0.683 -0.021 -0.019 0.013
Si 3.867 1.934 0.683 -0.003 0.005 -0.025
Si 3.867 5.801 0.683 0.023 0.003 0.011
Si 3.867 9.668 0.683 0.023 -0.021 -0.028
Si 3.867 -1.934 0.683 0.015 0.01 0.01
Si 7.734 1.934 0.683 0.006 0.011 -0.027
Si 7.734 5.801 0.683 -0.006 -0.003 0.017
Si 7.734 -5.801 0.683 0.025 -0.004 -0.02
Si 7.734 -1.934 0.683 0.015 0.001 0.009
Si -3.867 1.934 0.683 -0.005 -0.008 -0.019
Si 11.602 5.801 0.683 -0.027 0.034 0.016
Si 11.602 9.668 0.683 -0.041 -0.019 -0.018
Si -3.867 -1.934 0.683 -0.014 -0.015 0.007
Si 0 0 2.05 -0.014 0.145 0.014
Si 0 3.867 2.05 -0.006 -0.216 0.006
Si 0 7.734 2.05 0.012 0.052 -0.002
Si 0 11.602 2.05 0 -0.028 -0.007
Si 3.867 0 2.05 -0.028 0.099 0.011
Si 3.867 3.867 2.05 -0.022 -0.116 0.015
Si 3.867 7.734 2.05 -0.01 0.124 -0.021
Si 3.867 11.602 2.05 -0.013 -0.072 -0.003
Si 7.734 0 2.05 -0.005 0.089 -0.02
Si 7.734 3.867 2.05 -0.004 -0.145 -0.024
Si 7.734 7.734 2.05 -0.009 0.085 -0.02
Si 7.734 -3.867 2.05 -0.004 -0.061 -0.016
Si -3.867 0 2.05 0.019 0.062 0.018
Si -3.867 3.867 2.05 0.037 -0.153 0.011
Si 11.602 7.734 2.05 0.02 0.129 -0.024
Si 11.602 11.602 2.05 0.001 0.002 0.008
Si 4.489 5.875 15.748 0.042 -0.006 0.041
Si 2.517 9.411 13.632 0.179 0.019 0.312
Si 1.506 9.592 10.735 0.116 -0.071 -0.031
Si 5.451 1.293 17.962 -0.035 -0.029 0.035
Si 6.396 3.601 11.615 0.146 -0.037 0.214
Si 9.427 3.751 11.102 0.05 0.05 -0.003
Si 7.739 -0.401 13.985 0.15 -0.085 0.156
Si 9.011 8.395 16.455 0.155 0.02 0.092
Si 6.636 6.167 13.4 -0.028 -0.083 0.171
Si 9.298 -5.795 10.747 0.085 0.04 0.118
Si -3.833 2.06 12.501 -0.195 0.181 0.121
Si -2.787 -1.319 15.911 -0.072 -0.1 0.045
Si 11.5 -1.078 18.77 0.146 -0.063 -0.071
Si -2.541 -5.156 13.582 -0.211 0.157 0.379
Si 3.687 -3.052 14.142 -0.038 -0.072 0.142
Si 1.752 1.99 10.914 0.127 0.121 -0.034
Si 1.941 -1.816 16.409 -0.049 -0.128 0.079
Si -0.955 5.39 15.479 -0.054 0.068 0.137
Si 2.233 -5.957 19.744 0.03 0.002 -0.231
Si 5.444 9.02 13.255 -0.16 -0.213 0.263
Si 3.608 2.982 16.062 0.022 -0.002 -0.031
Si 0.413 -3.84 18.155 -0.133 0.051 -0.019
Si 0.31 4.232 19.86 0.108 0.022 -0.044
Si 4.051 2.018 13.021 0.001 0.06 0.121
Si 11.096 1.832 20.067 0.144 -0.007 -0.221
Si -0.457 0.156 16.677 -0.1 -0.119 0.095
Si -5.422 -0.411 12.019 0.112 -0.052 0.361
Si -1.576 9.637 10.758 -0.05 -0.009 0.046
Si -5.77 5.847 13.486 0.042 -0.02 0.098
Si 1.535 7.052 15.414 -0.004 0.064 0.16
Si -4.252 -2.699 13.58 0.087 -0.004 0.195
Si -1.913 -4.24 16.366 0.014 -0.046 0.069
Si 4.15 0.906 20.603 -0.021 -0.005 -0.244
Si -1.291 1.952 10.924 -0.172 0.074 -0.025
Si 8.867 -3.107 15.228 0.042 0.044 0.096
Si 4.224 -1.259 18.551 0.003 -0.017 0.035
Si 0.548 3.077 17.076 -0.003 0.04 0.161
Si 8.119 0.916 16.712 0 -0.018 -0.011
Si 0.627 7.117 18.525 -0.041 -0.037 0.018
Si 8.793 -1.979 18.024 0.079 -0.057 -0.075
Si 10.248 3.095 17.306 0.085 -0.034 -0.001
Si 6.133 -4.412 15.442 -0.011 0.101 0.044
Si 6.472 7.353 17.685 -0.011 0.073 -0.01
Si 11.395 -5.778 17.731 0.038 -0.045 0.057
Si 4.993 -0.894 12.435 -0.021 0.048 0.262
Si 9.004 5.795 17.903 0.18 0.04 0.045
Si -2.254 7.101 17.712 -0.02 0.023 0.025
Si -1.078 -1.368 19.412 -0.073 -0.152 -0.271
Si 1.616 2.46 21.844 -0.031 0.167 -0.248
Si 6.11 9.262 22.699 -0.047 -0.001 0.08
Si 1.418 9.215 22.653 0.16 0.004 0.019
Si 6.191 -3.609 18.517 -0.035 0.023 -0.026
Si -3.665 4.046 14.892 -0.091 -0.009 0.05
Si 5.28 -6.124 19.794 -0.173 0.075 -0.187
Si 11.505 9.162 20.657 -0.05 -0.07 -0.299
Si 9.225 1.496 22.576 0.088 0.034 0.078
Si 9.247 -6.134 22.711 0.153 0.038 -0.102
Si 11.387 6.072 19.807 0.058 0.119 -0.131
Si -5.272 8.814 13.573 0.248 -0.162 0.431
Si -0.284 0.101 22.186 0.151 -0.037 -0.167
Si -2.517 3.908 21.335 -0.043 0.069 -0.512
Si -1.677 9.158 22.753 -0.102 0.243 -0.138
O 2.917 -0.175 24.74 0.239 -0.022 0.452
O 2.106 0.527 10.282 0.01 -0.06 -0.186
O 4.823 -2.75 18.754 -0.002 0.014 -0.001
O 5.658 -5.32 12.081 0.059 0.081 -0.247
O 1.965 5.768 9.399 -0.04 0.061 -0.687
O -4.05 2.802 13.921 0.016 -0.115 -0.072
O 2.208 8.287 10.06 -0.047 0.118 -0.033
O 1.915 -1.965 9.525 0.109 -0.036 -0.601
O 5.703 6.011 9.366 0.085 -0.085 -0.551
O 2.706 -2.088 15.007 0.047 0.055 -0.089
O 5.668 3.515 10.164 -0.047 0.087 -0.363
O 5.441 8.659 9.874 0.179 0.347 -0.088
O -4.786 5.201 14.608 -0.007 0.011 -0.027
O 6.34 -0.907 13.358 -0.079 -0.033 -0.091
O 5.727 9.639 14.747 0.031 -0.06 -0.099
O 11.571 3.497 16.422 0.01 0.006 -0.009
O 2.069 3.133 16.535 0.005 -0.002 -0.006
O -5.518 -4.443 10.086 -0.028 0.146 -0.067
O -1.71 0.537 10.225 -0.058 -0.03 -0.177
O 2.816 2.444 12.054 -0.138 -0.017 -0.163
O 2.998 6.332 15.267 -0.018 -0.019 -0.041
O -1.915 5.767 9.474 -0.047 0.094 -0.697
O -2.229 -4.493 10.102 0.01 -0.054 -0.018
O 0.824 -0.676 16.134 0.059 0.014 -0.076
O 1.549 9.49 12.344 -0.069 0.001 -0.269
O 7.713 -5.697 10.455 -0.033 0.032 -0.035
O 1.37 -4.795 19.024 0.054 -0.062 0.096
O -3.781 9.333 13.97 -0.023 -0.005 -0.117
O 11.57 7.57 20.379 0.012 0.023 0.089
O 9.698 4.979 12.126 -0.028 0.067 -0.015
O 5.504 2.659 12.604 0.106 0.025 -0.067
O 5.399 -0.759 10.85 0.145 -0.081 -0.577
O 9.208 -2.987 16.809 -0.028 0.021 0.037
O 2.064 2.781 23.378 -0.012 0.135 0.342
O 5.406 -0.344 17.89 -0.024 0.026 -0.041
O -1.624 -4.967 14.929 -0.006 -0.035 -0.177
O 0.471 3.089 18.704 -0.013 -0.008 0.015
O -0.804 -4.705 17.47 0.028 0.033 -0.008
O -2.253 8.272 10.173 0.027 0.069 -0.109
O -1.664 9.669 12.385 0.066 -0.105 -0.378
O 0.231 1.937 11.501 -0.019 0.01 -0.027
O -1.785 6.531 16.279 0.024 -0.011 -0.107
O 0.202 1.62 21.803 -0.134 -0.072 0.069
O 9.241 8.803 14.9 -0.024 0.02 -0.176
O 5.946 8.088 19.022 0.027 0.003 0.082
O 5.1 0.697 21.892 0.094 -0.002 0.186
O 9.171 4.313 17.277 -0.095 0.008 -0.022
O -4.18 0.483 12.565 0.008 -0.026 -0.058
O -0.16 1.728 16.565 -0.011 0.016 -0.086
O 5.834 7.955 23.613 -0.027 -0.03 0.046
O 9.817 -5.979 17.369 -0.054 -0.074 -0.051
O 0.74 5.643 19.19 0.012 -0.014 0.042
O 9.625 7.938 23.458 0.057 -0.072 0.181
O 1.562 8.075 19.421 0.01 0.049 0.074
O 9.497 1.785 16.692 -0.03 -0.035 -0.042
O -3.431 -4.57 16.861 -0.003 0.035 -0.046
O -1.534 3.157 9.866 -0.005 0.037 0.004
O -3.673 5.018 20.975 -0.017 -0.065 0.147
O -2.188 3.876 22.927 0.153 0.25 0.755
O 3.873 8.565 13.273 0.052 0.008 -0.091
O -0.822 -0.28 18.214 0.045 0.049 0.088
O 9.582 6.904 16.833 -0.066 -0.027 0.006
O -2.671 -5.907 21.534 0.256 -0.046 0.282
O -3.064 5.936 18.526 -0.038 -0.083 0.012
O 1.015 -0.568 22.913 0 0.038 0.059
O -5.649 8.251 10.109 -0.074 -0.004 -0.003
O 1.338 3.873 21.072 0.039 -0.065 0.093
O -1.2 4.291 20.456 -0.077 -0.029 0.113
O -0.146 9.11 22.213 -0.06 -0.009 0.01
O 7.571 0.717 15.171 -0.005 -0.005 -0.051
O 9.583 -5.767 12.359 -0.079 0.07 -0.413
O 5.208 9.033 21.376 0.052 -0.034 0.189
O 5.074 -3.274 14.969 -0.004 0.038 -0.036
O -3.091 2.444 20.872 0.063 -0.021 0.139
O 2.262 -5.777 21.355 -0.062 -0.018 0.202
O -5.142 7.278 13.073 -0.042 0.076 -0.103
O 7.628 1.232 22.434 -0.008 0.045 -0.036
O 9.874 0.22 23.371 -0.02 0.025 0.089
O -5.295 -3.637 14.425 -0.024 0.008 -0.081
O 1.653 -5.16 23.814 0.048 -0.004 0.081
O 2.178 -4.489 10.198 0 -0.011 -0.094
O -3.238 8.341 17.396 0.013 -0.001 -0.061
O 5.508 5.785 14.492 0.03 0.009 -0.065
O 5.677 -4.818 23.446 0.021 0.004 0.066
O 10.71 2.845 18.847 -0.022 -0.041 0.059
O 9.613 5.409 24.113 0.123 0.01 0.648
O 9.84 5.879 19.312 -0.046 -0.031 0.01
O 6.202 -4.791 19.623 0.037 -0.049 0.031
O 1.888 -2.577 24.182 -0.058 0.089 0.37
O 9.695 -2.296 24.153 0.002 0.024 0.609
O -1.531 0.083 23.259 -0.379 -0.111 0.416
O -3.801 -0.994 17.144 -0.021 0.012 -0.004
O 1.999 5.357 24.099 -0.134 0.073 0.523
O 1.941 7.784 23.247 -0.026 -0.046 0.227
O 4.379 4.379 16.369 0.011 0.03 0.038
O -1.831 -5.122 23.847 -0.016 -0.054 0.052
O 5.806 5.316 24.135 0.011 -0.003 0.708
O 1.697 8.571 14.787 0 0.031 -0.118
O -0.94 7.591 18.556 0.026 0.023 0.031
O -2.124 4.586 14.631 0.07 0.018 -0.036
O 8.693 0.108 12.771 -0.026 0.04 -0.098
O 9.665 -4.874 23.637 0.015 -0.007 0.056
O 9.535 2.87 23.405 0.047 0.023 0.122
O 1.827 3.111 9.753 -0.013 -0.006 0.081
O 8.504 -1.639 14.681 -0.06 0.063 -0.049
O 6.461 5.145 12.146 -0.03 0.077 -0.013
O 2.79 1.665 21.043 -0.037 -0.013 0.098
O -1.87 -2.424 24.133 -0.051 0.066 0.517
O 6.969 1.731 17.558 -0.013 0.023 0.041
O -5.655 -0.267 10.429 -0.066 -0.14 -0.213
O 2.939 -1.287 17.572 -0.003 0.054 0.014
O 5.882 -2.233 24.134 -0.013 0.625 0.181
O -2.072 7.697 23.366 0 -0.402 0.244
O -2.261 2.236 12.188 0.218 -0.03 -0.158
O 4.144 0.399 12.948 -0.014 -0.095 -0.065
O 0.304 6.168 14.713 0.011 0.005 -0.045
O 6.133 -4.364 17.067 0.029 -0.002 -0.021
O -3.074 -3.692 13.068 -0.021 -0.036 -0.059
O 4.354 1.829 16.905 0.003 -0.03 0.015
O 11.486 0.403 19.418 -0.032 0.123 0.088
O 1.188 7.16 17 0.03 0.004 -0.088
O 10.081 -5.976 21.335 -0.204 -0.003 0.291
O 4.992 1.762 19.467 0.003 -0.027 0.03
O -0.037 9.601 10.263 -0.008 0.008 -0.075
O 6.395 7.725 12.951 0.049 0.058 -0.063
O 8.416 -0.505 17.447 -0.019 0.056 0.016
O 11.556 -5.415 19.299 0.005 -0.036 0.165
O 7.955 3.075 11.461 -0.044 0.007 -0.069
O 10.075 -1.845 19.047 -0.086 -0.01 -0.007
O 7.495 -2.651 18.752 0.006 -0.019 0.008
O 3.668 2.569 14.496 0.002 -0.046 -0.106
O -0.687 -0.707 20.835 0.055 0.147 0.325
O 3.77 -5.886 19.207 0.061 -0.022 0.073
O 9.843 1.623 21.079 -0.172 0.009 0.21
O 3.773 -0.564 19.966 0.027 0.072 0.042
O -1.841 -2.62 16.225 0.002 0.037 -0.049
O 7.413 8.387 16.806 -0.058 -0.039 -0.016
O 7.415 6.093 18.142 -0.032 -0.032 -0.01
O -0.281 4.353 16.526 -0.031 -0.012 -0.091
O 4.102 -2.247 12.763 0.044 -0.003 -0.13
O -4.833 2.671 11.345 0.008 0.008 -0.096
O 8.149 6.001 14.026 -0.06 -0.015 -0.058
O 5.725 2.624 23.641 0.088 -0.131 0.117
O 7.642 -4.113 14.928 -0.052 -0.027 -0.057
O 5.151 6.879 16.852 -0.011 -0.012 -0.019
O -0.159 -2.689 19.157 -0.017 0.062 0.073
O 1.263 -3.205 16.922 0.033 0.046 -0.069
O -3.654 -1.547 14.568 -0.037 0.003 -0.093
O -1.937 -1.948 9.473 -0.034 -0.03 -0.621
O -5.018 -1.964 12.349 -0.093 -0.004 -0.144
O -1.755 -0.084 15.711 0.084 0.041 -0.009
O 7.682 9.359 22.319 -0.031 -0.006 -0.032
O -2.659 -1.831 19.408 -0.019 0.022 0.016
O 2.934 -4.505 13.985 -0.001 0.004 -0.078

Results
free energy: -270674.740 eV
free energy less fixed offsets of O -568.88, Si -635.61 eV per atom: -11.540 eV

The program warned: the cutoff lies below the one the program advises for these potential files; the forces do not sum to zero within the program's tolerance; the exchange-correlation potential is rough where the density is thin.
